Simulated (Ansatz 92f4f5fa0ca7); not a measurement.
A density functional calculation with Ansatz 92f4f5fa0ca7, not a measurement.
Periodic cell of 186 atoms, Si104O82, from a study of silicon, its oxide and their interface. The atomic structure is a simulated model.
This geometry differs little from another in the collection (a relaxation step or a small displacement).

Settings
functional: PBE
potential files: Ansatz PAW
basis: plane waves
wave-function cutoff: 700 eV
density cutoff ratio: 5
exchange-correlation grid ratio: 2
k mesh: 2 x 2 x 1, shifted by 0.5 0.5 0.5 of a step
self-consistency stop: 5e-08 eV per atom in the density residual
occupations: Fermi-Dirac, 0.05 eV
spin: none
net charge: 0

Cell vectors (angstrom)
a 11.5983 0 0
b 0 11.5983 0
c 2.0976 -4.4689 25.3106

Atoms and the computed forces on them: element, x, y, z (angstrom), force x, y, z (eV/angstrom)
Si 3.0264 2.1678 0.9064 0.0615 0.242 -0.3761
Si 2.8473 5.2648 1.2162 0.0183 -0.2228 -0.5415
Si 2.8907 8.3175 0.5024 0.0339 0.0612 -0.079
Si 6.6043 2.2923 0.65 -0.2293 0.2489 -0.438
Si 6.6303 5.3073 1.2787 0.0306 -0.0119 -0.3939
Si 6.725 8.3598 0.6645 -0.0847 -0.2022 -0.2274
Si 10.9014 1.804 0.453 -0.0654 -0.4085 -0.0532
Si 10.3156 5.5225 1.2296 0.1255 -0.2932 0.253
Si 10.7756 8.4965 0.7246 -0.259 -0.1748 0.2465
Si 4.8945 1.6316 2.2067 0.0563 -0.0521 -0.0759
Si 4.7078 5.3337 2.5613 0.1162 -0.0919 -0.1374
Si 4.7912 8.9929 1.9029 -0.0493 -0.1089 -0.1585
Si 8.7284 1.5751 1.7145 -0.0262 0.1943 -0.0812
Si 8.51 5.1935 2.6031 0.0103 0.1514 -0.1658
Si 8.6555 9.0846 1.8972 0.0983 -0.0158 -0.3451
Si 12.6308 1.4678 2.002 0.2367 0.1172 -0.0156
Si 12.4503 5.1692 2.3629 -0.3476 0.086 -0.4663
Si 12.7117 9.0736 1.9584 0.1135 -0.1042 -0.2044
Si 4.8054 3.3458 3.7424 0.0535 0.0018 0.3678
Si 4.7744 7.3596 3.6325 0.0083 0.2561 0.3949
Si 4.84 11.0517 3.2731 -0.0608 -0.0765 -0.1635
Si 8.6834 3.1524 3.6002 -0.0373 -0.0969 0.0436
Si 8.6577 7.3135 3.5756 0.0865 0.0331 0.5089
Si 8.6656 11.1592 3.1513 0.0929 -0.1842 -0.0773
Si 12.5314 3.2143 3.6014 0.0025 -0.0959 0.1682
Si 12.568 7.2266 3.5095 -0.1422 0.0812 0.4297
Si 12.655 11.0834 3.2987 -0.1013 -0.1063 -0.0665
Si 2.8388 3.269 5.0094 0.1166 -0.1673 0.0024
Si 2.8437 7.2743 4.9789 -0.0823 0.0786 -0.2562
Si 2.9354 11.0693 4.7537 0.0449 0.0319 0.0497
Si 6.771 3.3077 4.9853 -0.211 -0.1535 0.0006
Si 6.7232 7.2808 4.9691 0.0949 0.0958 -0.3327
Si 6.7823 11.0489 4.6647 0.0418 0.0298 -0.0146
Si 10.6157 3.2626 4.9584 0.1059 -0.0328 0.0192
Si 10.6416 7.2319 4.9146 0.0598 0.0709 -0.2219
Si 10.6283 11.1012 4.6401 -0.0566 0.0441 -0.0503
Si 2.9521 1.2944 6.31 -0.1135 0.102 0.0567
Si 2.8815 5.2721 6.2291 -0.0209 0.1083 0.0221
Si 2.8096 9.2398 6.2829 0.0835 -0.1141 0.0413
Si 6.7224 1.3001 6.1674 -0.0387 0.1148 0.0301
Si 6.6807 5.2964 6.2591 0.2486 -0.0523 0.1334
Si 6.7994 9.2296 6.2402 -0.0613 0.0279 0.0812
Si 10.5918 1.3159 6.2598 0.0798 -0.0663 0.0607
Si 10.6798 5.2537 6.2637 -0.0841 0.0788 -0.0512
Si 10.6616 9.2277 6.1428 -0.0927 -0.1587 -0.126
Si 4.9362 1.3216 7.6964 0.0408 0.0071 0.0389
Si 4.7308 5.2345 7.6672 -0.1136 -0.0618 -0.0087
Si 4.8075 9.2093 7.5567 -0.0406 0.0432 -0.2757
Si 8.5683 1.3505 7.5966 -0.0855 0.0681 -0.1688
Si 8.6707 5.2657 7.5029 -0.042 0.0063 -0.3224
Si 8.8023 9.2052 7.5586 0.1124 0.0142 -0.129
Si 12.5671 1.2903 7.6216 -0.0182 -0.008 -0.1908
Si 12.6537 5.2921 7.6651 0.0792 -0.0624 0.0032
Si 12.4467 9.1945 7.6901 0.0323 0.0811 0.1447
Si 4.8513 3.2874 9.0828 0.0489 0.0037 0.015
Si 4.7198 7.2817 8.8866 -0.0509 0.0263 0.2245
Si 4.8885 10.976 9.083 0.2487 -0.1136 0.2942
Si 8.5678 3.386 8.8924 -0.3243 0.1661 0.2503
Si 8.7731 7.1795 8.8048 0.1937 -0.1132 0.1927
Si 8.6863 11.0699 8.9836 -0.0543 0.0139 0.0454
Si 12.6971 3.2632 8.9119 0.2939 -0.0807 0.2213
Si 12.5745 7.2236 9.0779 -0.0671 0.0123 0.1325
Si 12.4421 11.0876 9.1552 -0.2846 0.1741 0.2847
Si 2.9744 2.6695 10.4485 -0.0962 -0.0962 -0.1978
Si 2.9189 7.7087 10.4638 -0.0697 0.2011 -0.0387
Si 2.8889 10.9878 10.3029 0.0342 -0.0101 -0.1451
Si 6.7121 4.0657 10.4295 0.0538 -0.0151 0.192
Si 6.7727 7.2113 9.9786 0.0017 0.0991 0.3491
Si 6.8584 10.3184 10.3584 0.0511 -0.0234 0.266
Si 10.633 3.4261 9.9384 0.0435 -0.0671 0.5072
Si 10.586 6.5843 10.263 -0.01 -0.0618 0.1781
Si 10.4487 11.9087 10.3833 0.1677 -0.1331 0.1674
Si 10.8468 -0.4144 17.2288 -0.1371 0.0001 -0.1383
Si 6.548 8.2173 18.9102 0.0062 -0.1264 0.1303
Si 0.5688 5.5556 14.3225 -0.0773 0.0218 0.151
Si 7.7724 3.3623 16.0078 0.0082 0.1364 -0.0872
Si 8.4577 11.6475 12.5728 0.0352 -0.1124 0.0981
Si 3.2983 5.6196 15.441 -0.2757 -0.0338 0.0131
Si 10.0394 2.5785 17.6964 0.0087 0.0903 -0.0616
Si 8.4603 9.396 17.2676 0.0344 -0.1443 -0.1852
Si 7.3572 2.3381 18.7437 -0.0387 -0.0144 -0.028
Si -1.1454 7.6339 13.2478 -0.0371 -0.0722 0.2762
Si 12.403 8.2781 22.9712 -0.1305 -0.097 -0.2086
Si 4.7769 2.9908 20.2009 0.0009 -0.029 0.0264
Si 12.0464 7.3959 20.1802 -0.1313 -0.1326 0.0779
Si 9.6191 10.0624 14.7622 -0.0925 -0.1406 -0.0461
Si 3.8095 7.6705 17.4198 -0.0007 -0.0976 0.0139
Si 2.8227 5.1232 12.5278 -0.177 -0.0321 -0.0864
Si 13.6102 -0.7665 23.5604 -0.0204 -0.092 -0.2784
Si 10.9507 3.7375 21.7992 -0.0241 0.1439 -0.0377
Si 4.7143 10.0737 22.1318 -0.0255 -0.1446 -0.0123
Si 6.445 10.9885 18.404 -0.0259 0.0527 0.0128
Si 7.6374 3.0092 13.1314 0.1914 0.096 0.2169
Si 9.2227 5.2112 14.4129 -0.0138 -0.0396 0.0553
Si 10.3175 6.6266 22.1811 -0.0424 -0.0681 -0.1251
Si 3.3651 4.8157 18.1729 0.0082 -0.0744 -0.0548
Si 5.5837 7.2873 21.5605 -0.0775 0.0796 0.0077
Si 12.0642 4.4271 18.9713 -0.0473 0.1205 0.0754
Si 6.6654 8.8206 23.7629 -0.025 -0.0505 -0.1537
Si 0.973 2.0141 23.8139 -0.1577 -0.0503 -0.333
Si 8.4171 4.5959 22.8689 0.0897 0.1043 -0.242
Si 15.5081 0.1072 19.613 0.0553 -0.0129 0.0623
Si 5.2576 4.5099 22.6967 0.0532 0.0465 -0.171
Si 13.3395 9.7825 18.4813 -0.0306 -0.0435 0.1162
O 6.6929 7.5916 22.7076 0.0726 0.0104 -0.0135
O 4.8484 4.4861 24.2757 -0.0383 -0.1387 0.3121
O 2.8368 8.9604 17.6004 0.0323 0.0119 -0.0296
O 6.162 10.1503 22.9074 0.0422 -0.1451 0.1909
O 11.5824 3.6254 20.3077 -0.0122 -0.037 0.0249
O 10.8588 7.7531 23.2414 0.0592 0.0362 -0.0006
O 2.8913 6.6492 0.2489 -0.0902 0.2021 0.2613
O 15.4098 1.7313 19.7767 0.0134 0.0246 -0.0079
O 4.4411 4.2514 19.2329 -0.0068 0.0039 -0.0071
O 6.6473 3.9442 0.3205 0.0532 -0.4614 0.3665
O 6.6591 9.0027 -0.8535 0.1011 -0.0641 0.2708
O 3.7389 5.2536 13.9034 0.0136 0.0252 -0.0714
O 11.1925 3.3434 -0.1545 0.0236 0.028 0.0432
O 4.5409 8.558 21.4904 0.0043 0.0569 0.0312
O 10.5768 7.1088 1.6123 0.1235 0.2724 -0.3132
O 12.5067 -1.6884 22.7372 0.077 0.0557 0.0262
O 12.1482 6.0415 19.267 0.0224 -0.0082 -0.0304
O 9.6868 10.2578 17.9594 -0.0048 0.0173 0.0364
O 7.0046 2.8358 14.65 0.02 0.0122 -0.0455
O 8.7074 4.2442 13.1991 0.039 -0.0632 -0.0364
O 9.8685 11.2704 11.807 0.0038 0.0474 0.0113
O 6.8657 4.31 22.5763 -0.0205 -0.0593 0.0415
O 0.2446 7.1044 13.9233 -0.0615 -0.0453 -0.1135
O 1.6504 5.5486 15.5377 0.1029 0.0275 -0.0452
O 6.7395 5.7229 10.806 -0.0174 -0.2377 -0.3752
O 10.5937 11.0709 15.606 0.003 -0.0076 0.0702
O 1.9674 4.0423 18.4915 0.028 0.0103 -0.0412
O 6.8554 8.6848 10.8405 -0.0701 0.1955 -0.4678
O 6.5846 3.3275 11.9264 -0.0244 0.1246 -0.2834
O 9.2102 6.758 13.8963 0.0899 0.0835 -0.1429
O 5.3319 8.0511 17.8358 -0.0341 0.0068 -0.0434
O -0.8134 4.8146 14.7683 0.0008 0.0821 -0.1428
O -1.1474 7.4992 11.6314 0.0363 -0.1157 -0.043
O 6.8511 3.0739 17.3357 0.0591 -0.0362 -0.0285
O 7.1159 11.1726 11.7581 -0.0367 -0.0847 -0.0587
O 3.7923 7.1314 15.8638 0.0171 -0.0431 0.0551
O 2.9146 9.3503 11.0017 -0.0526 -0.0313 -0.3041
O 8.9498 8.9635 15.7811 0.0367 0.1608 0.0743
O 3.1859 3.7774 11.6733 -0.0001 -0.021 0.1454
O 8.4191 1.6504 12.7571 -0.0242 0.0225 -0.03
O 3.0064 3.7912 0.4089 -0.0777 -0.2323 0.3662
O 3.2643 6.4442 18.3728 0.0484 0.0324 0.0094
O 11.6094 2.5054 22.6165 0.0984 -0.0363 0.1384
O 8.2194 4.9367 15.6978 0.0132 -0.0958 -0.0143
O 10.4814 7.3414 20.7038 0.0741 -0.0257 0.0011
O 11.2688 5.2663 22.3369 0.0046 -0.0466 0.0295
O 4.8144 5.9197 21.985 0.011 -0.0276 0.0476
O 7.3194 0.71 18.7328 -0.0272 -0.0208 -0.0278
O 8.4545 10.926 14.0299 0.0399 0.0783 -0.1012
O 6.0342 1.7582 -0.8395 0.1521 0.0671 0.3405
O 8.9358 2.7329 18.9162 -0.0256 -0.0727 -0.004
O 6.3826 2.7582 19.9686 -0.0243 0.0019 -0.0041
O 10.8123 1.1389 17.7397 0.0159 -0.0463 0.0438
O 9.3252 3.5616 21.9609 -0.0592 0.0501 0.0996
O 11.0429 3.8713 17.8131 0.001 -0.058 -0.0288
O 15.0921 -1.2946 23.1834 0.0346 0.0394 0.0419
O 12.9277 7.5022 21.6013 0.0122 0.0729 0.0876
O 8.801 6.1223 22.3937 0.0369 -0.0598 0.066
O 7.9949 8.0754 18.133 -0.0114 0.1056 -0.0241
O 7.1275 10.3572 17.0537 -0.0159 0.0271 0.0968
O 10.651 1.9372 10.7822 -0.1585 -0.0364 -0.4387
O 10.6013 4.9517 10.7229 0.0536 0.035 -0.3855
O 14.0986 -0.6954 19.4218 -0.0032 -0.0013 -0.0433
O 12.435 8.7153 19.3287 0.0851 0.0754 -0.0551
O 13.5752 0.841 23.2193 0.0557 -0.01 0.14
O 4.8651 -0.206 18.3082 0.0113 -0.0137 0.0163
O 3.3727 1.3181 -0.479 -0.123 0.1372 0.1427
O 2.9836 6.5129 11.6449 0.0302 0.1362 0.0544
O 6.3403 7.1402 20.1125 0.0299 0.046 -0.0329
O 12.3286 10.5978 17.5189 0.003 0.0157 -0.0155
O 2.9204 1.0375 10.9623 0.0633 0.0539 -0.172
O 13.1762 7.9422 24.3917 -0.0927 0.2661 0.4646
O 3.8235 4.5723 16.6 0.0168 0.0783 0.0023
O 1.2695 4.8759 13.0089 0.1124 0.0437 -0.0647
O 9.7111 5.6334 -0.3294 -0.015 0.0303 0.3119
O 4.5514 3.337 21.7891 -0.0131 0.0137 -0.0072
O 6.6932 6.7006 0.3638 0.096 0.42 0.2756
O 11.0752 7.8703 -0.8321 0.0816 0.3263 0.4849
O 4.6337 -0.3857 20.9866 -0.0168 -0.0199 0.022
O 9.2074 2.5944 16.2759 -0.0201 -0.0497 0.0798
O 10.3915 9.1989 13.6332 0.0168 0.0764 -0.0607
O 6.5625 9.7609 19.5097 -0.0001 0.0865 -0.0727

Results
free energy: -112757.061 eV
free energy less fixed offsets of O -569.03, Si -635.61 eV per atom: 6.839 eV
pressure: -0.73 GPa
stress xx, yy, zz, yz, xz, xy (GPa, positive in tension): -0.61, 2.33, 0.48, -0.1, 0.01, 0.57

The program warned: the cutoff lies below the one the program advises for these potential files.
